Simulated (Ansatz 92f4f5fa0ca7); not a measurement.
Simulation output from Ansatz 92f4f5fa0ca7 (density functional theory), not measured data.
Periodic cell of 221 atoms, Si132O88H1, from a study of silicon, its oxide and their interface. The atomic structure is a simulated model.
Doubt: the cutoff is far below the 930 eV that the study's wrapper takes by default for these files, so forces and energies are approximate.
This geometry differs little from another in the collection (a relaxation step or a small displacement).

Settings
functional: PBE
potential files: Ansatz PAW
basis: plane waves
wave-function cutoff: 580 eV
density cutoff ratio: 5
exchange-correlation grid ratio: 1
k mesh: 1 x 1 x 1, Gamma-centred
self-consistency stop: 5e-08 eV per atom in the density residual
occupations: fixed
spin: none
net charge: +1 e, with a uniform compensating background and no finite-size correction

Cell vectors (angstrom)
a	10.938	0	0
b	0	10.938	0
c	0	0	33.3462

Atoms: element, x, y, z (angstrom)
Si	-0.2052	0.1974	25.782
Si	5.9709	-0.5519	25.7973
Si	2.8552	2.8003	25.8729
Si	8.3434	2.3203	25.9481
Si	-0.4835	6.0086	25.7588
Si	5.3646	5.6947	25.8316
Si	3.0158	7.8399	25.8596
Si	8.2239	8.2236	26.1797
Si	1.4195	1.3596	27.0975
Si	6.8635	1.1434	27.2677
Si	4.224	4.1072	27.2104
Si	9.5232	4.1276	27.0214
Si	1.3272	6.7946	27.1563
Si	6.8114	6.8033	27.3263
Si	4.1831	9.4729	27.1166
Si	9.686	9.6237	27.2907
Si	2.772	-0.0361	28.4857
Si	8.2636	-0.0604	28.658
Si	0.0134	2.7654	28.4693
Si	5.5269	2.6677	28.5522
Si	2.7388	5.4331	28.5423
Si	8.2208	5.404	28.5625
Si	0.0717	8.1899	28.5864
Si	5.4614	8.1959	28.6193
Si	4.1018	1.3673	29.928
Si	9.5708	1.3673	29.928
Si	1.3673	4.1018	29.928
Si	6.8362	4.1018	29.928
Si	4.1018	6.8362	29.928
Si	9.5708	6.8362	29.928
Si	1.3673	9.5708	29.928
Si	6.8362	9.5708	29.928
Si	0	0	31.2952
Si	5.469	0	31.2952
Si	2.7345	2.7345	31.2952
Si	8.2035	2.7345	31.2952
Si	0	5.469	31.2952
Si	5.469	5.469	31.2952
Si	2.7345	8.2035	31.2952
Si	8.2035	8.2035	31.2952
Si	1.3673	1.3673	32.6625
Si	6.8362	1.3673	32.6625
Si	4.1018	4.1018	32.6625
Si	9.5708	4.1018	32.6625
Si	1.3673	6.8362	32.6625
Si	6.8362	6.8362	32.6625
Si	4.1018	9.5708	32.6625
Si	9.5708	9.5708	32.6625
Si	2.7345	0	0.6835
Si	8.2035	0	0.6835
Si	0	2.7345	0.6835
Si	5.469	2.7345	0.6835
Si	2.7345	5.469	0.6835
Si	8.2035	5.469	0.6835
Si	0	8.2035	0.6835
Si	5.469	8.2035	0.6835
Si	4.1018	1.3673	2.0507
Si	9.5708	1.3673	2.0507
Si	1.3673	4.1018	2.0507
Si	6.8362	4.1018	2.0507
Si	4.1018	6.8362	2.0507
Si	9.5708	6.8362	2.0507
Si	1.3673	9.5708	2.0507
Si	6.8362	9.5708	2.0507
Si	0	0	3.418
Si	5.469	0	3.418
Si	2.7345	2.7345	3.418
Si	8.2035	2.7345	3.418
Si	0	5.469	3.418
Si	5.469	5.469	3.418
Si	2.7345	8.2035	3.418
Si	8.2035	8.2035	3.418
Si	1.2621	1.4817	4.7526
Si	6.812	1.3889	4.8191
Si	4.1161	4.0652	4.8136
Si	9.512	4.1529	4.8445
Si	1.3521	6.8477	4.7536
Si	6.7845	6.9003	4.8275
Si	4.1291	9.5724	4.8018
Si	9.5545	9.5852	4.6577
Si	2.634	0.0333	5.9485
Si	8.2664	-0.0115	6.0388
Si	-0.0945	2.8215	6.298
Si	5.4508	2.697	6.2986
Si	2.7603	5.5503	6.1247
Si	8.0918	5.486	6.2165
Si	-0.0744	8.2286	5.9925
Si	5.5279	8.3341	6.3256
Si	3.6632	1.5308	7.3761
Si	9.7829	1.0487	7.4673
Si	1.622	3.9926	7.4873
Si	6.52	4.372	7.6372
Si	4.32	6.6766	7.483
Si	9.3543	7.0977	7.3534
Si	1.0802	9.8157	7.2299
Si	7.287	9.4681	7.5918
O	1.867	3.8918	25.142
O	7.1508	9.2634	25.3835
O	2.7145	2.8368	7.8274
O	8.3466	8.2397	8.0554
O	5.3735	5.5118	7.9804
O	0.0509	-0.005	7.8707
O	4.1605	6.738	25.3384
O	9.5425	1.2962	25.3804
O	1.7604	9.055	8.4851
O	1.3738	4.6129	9.4032
O	9.0044	1.342	8.8955
O	6.9938	10.4685	8.9118
O	3.6736	0.6874	8.8173
O	3.5757	7.1592	8.8683
O	7.0455	3.893	9.145
O	10.3416	6.2613	8.4267
O	3.8494	2.1179	24.7438
O	5.4258	0.0157	24.3418
O	7.2233	2.7081	24.7732
O	11.1207	5.6992	24.2753
O	9.2825	7.154	25.4109
O	2.2981	8.4596	24.5117
O	6.2167	5.1573	24.5031
O	0.3809	10.3616	24.4256
Si	2.4352	8.0821	9.5531
Si	11.0645	6.7875	14.4279
Si	0.0077	-5.1388	17.2303
Si	4.1686	0.8714	23.7387
Si	7.4354	-2.0109	20.3479
Si	8.2898	0.819	21.2521
Si	1.7205	9.7426	23.6875
Si	10.5211	9.5266	14.436
Si	3.9341	9.8105	11.7738
Si	4.9664	16.1819	12.0489
Si	6.9443	1.8105	16.8103
Si	4.631	7.4751	20.2515
Si	13.266	8.5725	14.1334
Si	3.7372	1.5097	10.2285
Si	7.9352	11.4782	9.8494
Si	1.7304	8.3764	20.8131
Si	2.5387	-5.4027	21.279
Si	2.2299	4.0121	10.8742
Si	8.2743	4.3999	17.548
Si	6.9561	3.929	23.7082
Si	12.6288	3.643	18.848
Si	6.3482	3.1015	10.4058
Si	4.5429	2.9752	18.4268
Si	7.9556	-0.2399	15.0356
Si	10.5305	4.6481	12.295
Si	-1.364	3.1394	22.5808
Si	6.2575	7.9355	12.3169
Si	8.5928	9.6544	12.3006
Si	5.56	2.3319	21.4081
Si	12.0286	4.4185	23.8213
Si	9.8743	2.704	19.7021
Si	11.2015	5.9469	9.7433
Si	-5.331	5.88	17.6843
Si	-0.8558	-2.593	19.0679
Si	8.0187	10.1167	17.7448
Si	4.8215	6.8052	14.6829
O	7.648	10.3048	13.4871
O	7.0026	9.5583	18.891
O	7.8495	8.203	12.0095
O	-1.5898	1.1843	20.0407
O	4.5805	5.5078	13.6369
O	7.5316	9.6464	16.2357
O	-1.412	-1.3882	18.0814
O	4.8726	13.5647	9.9341
O	5.4593	9.262	11.7898
O	1.2649	7.1266	10.2036
O	7.0857	1.1312	15.3068
O	8.4807	4.2326	23.1595
O	5.6657	6.6273	11.5043
O	1.4945	6.7791	21.09
O	-2.1345	8.0102	20.0874
O	10.1498	9.6009	12.8179
O	15.7521	4.494	17.9293
O	6.0527	8.1409	20.8543
O	2.8316	-0.023	23.6545
O	3.159	9.5767	13.1715
O	6.0098	3.5294	22.4353
O	9.9523	3.5854	21.0684
O	2.256	4.3526	20.2006
O	-5.9165	7.0056	18.7191
O	0.5402	-2.0944	19.7796
O	8.6608	10.5395	10.9477
O	11.6652	6.2644	15.8408
O	12.1026	4.2135	12.0723
O	9.6301	10.7134	15.1451
O	10.3403	5.594	13.5948
O	0.4342	2.6162	19.0677
O	3.9868	11.4043	11.4383
O	1.3616	7.3851	13.5009
O	12.1322	9.5914	14.8136
O	7.2152	5.5986	17.9238
O	3.4762	-3.2126	14.9549
O	12.0727	4.8468	17.9012
O	10.9922	3.2192	23.3889
O	5.9664	18.641	13.9143
O	2.2244	4.8479	22.7294
O	6.8569	1.4996	20.9201
O	5.3633	-4.6086	16.1296
O	1.454	-1.6733	22.1565
O	-2.1479	3.5445	18.8261
O	9.579	5.0087	16.7915
O	9.5833	3.3363	12.4117
O	4.5155	1.3853	22.2326
O	3.3164	-2.4241	20.2771
O	2.9258	2.7588	18.2179
O	3.5757	4.869	11.2052
O	6.0723	4.0429	11.7384
O	10.0188	7.997	14.8125
O	-6.0515	2.8592	20.0238
O	7.8961	11.7644	17.728
O	7.9733	-0.7932	21.3527
O	4.0749	6.1567	21.1114
O	8.9462	1.5983	22.5605
O	2.4247	2.428	10.615
O	18.4702	3.3153	16.5802
O	3.0717	8.9862	10.6958
O	10.1932	5.4793	10.9125
O	7.157	1.713	10.6934
O	10.4947	-3.9185	18.206
O	5.4465	1.9451	17.4936
H	8.9505	3.2998	13.1394

Results
free energy: -133980.354 eV
free energy less fixed offsets of H -15.97, O -568.88, Si -635.61 eV per atom: -2.424 eV

Forces (eV/angstrom), in the order of the atoms: element, x, y, z
Si	0.0014	-0.0021	-0.0034
Si	0.0059	-0.003	-0.0034
Si	0.0034	0.0059	-0.0041
Si	-0.0028	-0.0066	0.0001
Si	-0.0056	0.0036	-0.0046
Si	-0.0002	-0.0019	-0.0115
Si	0.0027	0.0009	-0.0017
Si	0.0028	0.0005	0.0041
Si	-0.0029	-0.002	0.0068
Si	-0.0005	0.0014	0.0052
Si	-0.0021	-0.003	0.0059
Si	0.0058	0.0048	0.0066
Si	0.002	-0.0027	0.0065
Si	0.003	-0.0001	0.0073
Si	-0.0012	0.0007	0.0053
Si	-0.0005	-0.0011	0.0042
Si	0.0017	-0.0014	0.0023
Si	0	-0.0004	0.0024
Si	-0.002	0.0006	0.0032
Si	0.0013	-0.0004	0.0014
Si	0.0017	0.0023	0.0015
Si	-0.003	-0.0008	0.0039
Si	-0.0014	0.001	0.003
Si	-0.0006	-0.0004	0.004
Si	-0.0709	-0.1623	-0.2877
Si	0.3102	0.4748	-0.0123
Si	-0.0239	-0.165	-0.1615
Si	0.1532	-0.4202	0.1099
Si	-0.3902	-0.1109	0.152
Si	0.0819	-0.1174	-0.191
Si	0.4768	0.1213	0.0289
Si	0.0408	-0.2464	0.5687
Si	0.1211	0.1515	-0.0468
Si	-0.0018	0.0098	0.0104
Si	-0.0959	-0.0486	-0.0509
Si	0.0167	0.0799	0.0347
Si	-0.0388	0.0435	-0.0114
Si	-0.0921	-0.0372	-0.0512
Si	-0.0007	0.0386	0.0318
Si	-0.1348	-0.0383	0.0162
Si	0.0076	-0.0489	0.0099
Si	0.0393	-0.0414	-0.0232
Si	0.0169	-0.0066	-0.0263
Si	-0.0031	-0.0392	-0.0164
Si	0.0524	0.0255	-0.028
Si	0.0827	-0.02	-0.0035
Si	0.0015	-0.0567	-0.0258
Si	0.0087	-0.0081	-0.0346
Si	0.0176	-0.0151	-0.0102
Si	-0.0659	0.0475	0.0111
Si	-0.0252	0.0329	0.0227
Si	-0.0345	0.0221	0.041
Si	-0.0687	0.0586	0.0051
Si	0.017	-0.006	-0.0008
Si	-0.0295	-0.0242	0.0401
Si	-0.0248	0.066	0.0166
Si	-0.0608	-0.0952	0.0378
Si	0.0572	-0.097	-0.0463
Si	0.0842	-0.0209	-0.0078
Si	0.0943	0.0416	0.0478
Si	-0.0435	-0.0788	-0.0071
Si	-0.1136	-0.0232	0.0128
Si	0.1659	0.1635	0.0246
Si	0.0526	-0.0872	-0.0219
Si	-0.0578	0.4858	-0.6031
Si	0.0707	0.0922	0.0925
Si	-0.0923	0.2401	-0.0984
Si	-0.0639	0.0493	0.3128
Si	-0.1814	-0.157	0.0997
Si	-0.122	0.1712	0.276
Si	0.2843	0.0032	0.0198
Si	-0.4082	-0.2605	-0.413
Si	0.0078	-0.0049	-0.0036
Si	0.0062	-0.0028	0.0013
Si	-0.0015	0.0049	0.0047
Si	0.0045	-0.0039	-0.0072
Si	0.0018	-0.0054	0.0085
Si	0.003	-0.0059	0.0023
Si	-0.006	-0.0076	0.0013
Si	-0.0012	-0.0133	0.0062
Si	0.0098	0.0034	0.0001
Si	-0.0081	-0.0053	-0.0016
Si	-0.0143	-0.0032	-0.0048
Si	0.0022	-0.0104	-0.0087
Si	-0.0037	0.0099	-0.0148
Si	-0.0109	0.0056	-0.0011
Si	-0.0021	0.0076	-0.0097
Si	-0.0028	0.0065	-0.0044
Si	-0.0016	-0.0109	-0.0008
Si	0.0128	0.0027	0.0132
Si	0.0294	-0.0348	0.0447
Si	0.0067	0.0062	0.0197
Si	0.016	-0.0194	-0.0134
Si	0.0015	0.0002	0.0078
Si	-0.0279	0.0267	-0.1382
Si	0.0036	0.0125	-0.0103
O	-0.0003	-0.0006	0.0014
O	-0.0092	0.0089	-0.0035
O	-0.026	0.0317	-0.033
O	0.0006	-0.0048	0.0049
O	-0.0046	0.0125	0.0015
O	-0.0332	0.0337	0.0172
O	-0.0023	0.003	0.0009
O	-0.0036	0.0036	0
O	-0.0068	0.0262	0.0187
O	-0.0063	0.0189	0.0117
O	-0.0026	0.0011	-0.0024
O	0.0008	0.0022	0.0033
O	-0.0003	-0.0109	0.0078
O	0.0297	-0.0298	-0.0119
O	-0.0036	-0.0003	-0.014
O	-0.0092	0.0108	-0.0083
O	0.0023	-0.0051	0.0008
O	-0.0011	0.0002	0.007
O	0.0009	0	0.003
O	0.0017	-0.0018	0.0049
O	0.0042	-0.0042	-0.0005
O	0.0003	0.0006	0.0041
O	-0.0012	0.0009	0.0091
O	0.0004	-0.0001	0.0046
Si	-0.0112	-0.0981	0.0376
Si	-0.0023	0.0012	-0.0066
Si	0.0017	-0.0014	-0.0022
Si	-0.0012	0.0042	-0.0062
Si	0.0014	0.0003	-0.0055
Si	0.002	0.0016	-0.0042
Si	0.0014	0.0008	-0.0049
Si	0.002	0.0013	-0.0021
Si	0.0218	0.013	0.0252
Si	-0.0044	-0.0078	-0.0041
Si	0.0018	0.0006	0.0008
Si	0.0001	-0.001	-0.0031
Si	0	0.0009	0.0017
Si	-0.0074	0.0079	0.0021
Si	-0.0087	0.0014	0.0022
Si	-0.0016	0.0027	-0.0023
Si	-0.0003	-0.0031	-0.0018
Si	-0.0076	-0.0008	-0.0398
Si	0.0012	0.0009	-0.0015
Si	0.0001	-0.0002	-0.0061
Si	-0.0013	0.0016	-0.0021
Si	0.0034	0.0034	0.0047
Si	-0.001	0.0021	-0.0007
Si	0.0047	0.0001	-0.0023
Si	0.0135	-0.0065	-0.009
Si	0.0002	0.0014	-0.0031
Si	0.0005	0.006	-0.0019
Si	0.0019	-0.0036	-0.0019
Si	-0.0003	0.0013	-0.0025
Si	-0.0011	0.0005	-0.005
Si	-0.0011	0.002	-0.0021
Si	0.0341	-0.026	-0.0097
Si	0.0008	0.0003	-0.0015
Si	-0.0001	0.0007	-0.0034
Si	0.0018	0.0016	0.0001
Si	-0.0013	0.0022	-0.004
O	-0.0015	0.0019	0.0036
O	-0.0014	-0.0003	0.0027
O	0.0024	0.0003	0.0011
O	-0.0005	0.0003	0.0028
O	0.0012	-0.0006	0.0038
O	-0.0017	-0.0011	0.0031
O	0.0005	-0.0008	0.0023
O	0.0005	-0.0007	-0.0017
O	0.0093	-0.0028	0.0028
O	-0.0028	-0.0062	0.0095
O	-0.0016	0.001	0.0025
O	0.0006	-0.0015	0.004
O	-0.0001	0.0014	-0.0014
O	-0.0002	0.0006	0.0037
O	-0.0011	0.0003	0.0044
O	-0.0009	0.002	0.0001
O	-0.0008	-0.0027	0.0021
O	0.0002	0.0003	0.0046
O	-0.0012	-0.0017	0.0061
O	-0.0009	0.0015	0.01
O	0.0001	-0.001	0.0034
O	0.0002	-0.0002	0.0014
O	0	0.0009	0.0023
O	-0.0005	0.0021	0.0038
O	0.0014	-0.0003	0.0033
O	0.0034	-0.0021	0.0043
O	-0.0009	-0.001	0.005
O	-0.0143	0.0025	0.0201
O	-0.003	0.0008	0.0031
O	-0.0041	0.0041	0.0065
O	-0.0012	0.0009	0.0037
O	0	0.0167	-0.0063
O	-0.001	-0.0025	0.0005
O	-0.0039	-0.0007	0.0048
O	0.0003	0.0002	0.0008
O	0.0014	-0.0043	0.0035
O	0.0004	-0.0002	0.0023
O	0.0008	0.001	0.0063
O	-0.0005	-0.0016	0.0068
O	0.0004	0.0013	0.0047
O	-0.0004	-0.0001	0.004
O	0.0002	-0.0012	0.005
O	0.0005	-0.0008	0.0024
O	0.0021	-0.0014	0.0037
O	-0.0012	0.0003	0.0048
O	0.1254	0.0178	-0.1674
O	-0.0002	-0.0007	0.0074
O	-0.0006	0.0008	0.0028
O	0.0013	0.0003	0.0019
O	0.0018	0.0091	0.0083
O	-0.0002	0.0018	0.0018
O	-0.0005	-0.002	0.0023
O	-0.0003	-0.0004	0.0025
O	0.0001	0.0001	0.0015
O	-0.0003	-0.0011	0.0037
O	0	0.0013	0.0029
O	-0.001	0	0.0039
O	0.0035	-0.0064	0.005
O	-0.0005	0.0011	0.0021
O	0.0138	0.0322	0.0376
O	-0.0103	0.007	-0.0007
O	0.0029	-0.0015	-0.002
O	-0.0001	0.002	0.0023
O	-0.002	0.0005	0.002
H	-0.1273	-0.0173	0.1672

The program warned: the cutoff lies below the one the program advises for these potential files; the exchange-correlation potential is rough where the density is thin.
